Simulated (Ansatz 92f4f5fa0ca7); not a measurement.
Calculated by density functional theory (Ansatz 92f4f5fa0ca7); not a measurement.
Periodic cell of 372 atoms, Si256O116, from a study of silicon, its oxide and their interface. The atomic structure is a simulated model.

Settings: functional r2SCAN; potential files Ansatz PAW; basis plane waves; wave-function cutoff 800 eV; density cutoff ratio 5; exchange-correlation grid ratio 1; k mesh 1 x 1 x 1, Gamma-centred; self-consistency stop 1e-10 eV per atom in the density residual; occupations fixed; spin none; net charge 0.

Cell vectors (angstrom)
a, 16.332, 0, 0
b, 0, 16.332, 0
c, 0, 0, 24.7488

Atoms and the computed forces on them: element, x, y, z (angstrom), force x, y, z (eV/angstrom)
Si, -0.6925, 0.5599, 0.0386, 0.0128, -0.0196, -0.1155
Si, 1.7277, 3.5869, -1.0035, 0.0308, -0.0471, -0.1847
Si, -0.2567, 5.5299, 0.2742, 0.0231, -0.0298, -0.0558
Si, 2.5883, 8.1259, 0.3294, 0.0131, -0.001, -0.0814
Si, 0.684, 10.5387, -0.0253, 0.0027, 0.0357, -0.1233
Si, 2.813, 13.7155, -0.1479, -0.005, -0.0086, -0.1538
Si, 5.5493, 0.2449, -0.2742, -0.0053, 0.0245, -0.1282
Si, 8.7779, 2.2644, 0.1638, -0.0255, 0.015, -0.1006
Si, 4.0714, 5.618, -0.6449, 0.0237, -0.0126, -0.1762
Si, 7.7959, 8.0208, 0.1911, 0.0151, -0.0128, -0.1177
Si, 5.4535, 10.0279, -0.2088, -0.0345, -0.0099, -0.1593
Si, 8.4499, 13.668, 0.1081, 0.0085, -0.0168, -0.0366
Si, 10.5386, 0.6014, 0.2041, 0.0264, -0.0165, -0.092
Si, 13.5313, 2.7693, 0.4883, 0.0011, -0.0058, -0.0544
Si, 11.4172, 4.9372, 0.1119, -0.0257, 0.0176, -0.1061
Si, 14.4314, 7.3965, -0.0113, -0.0175, 0.0183, -0.1196
Si, 10.4024, 11.1673, -0.0726, 0.0095, -0.0146, -0.1383
Si, 13.4628, 13.5447, -0.1904, -0.0035, -0.0086, -0.1541
Si, 1.147, 1.5559, 1.2597, 0.0171, 0.027, -0.0354
Si, 4.7756, 4.9067, 1.4645, -0.0029, -0.0034, 0.004
Si, 1.2935, 6.7034, 1.5813, -0.0032, -0.0009, 0.0075
Si, 4.1338, 9.3434, 1.5719, 0.0028, 0.0026, 0.0071
Si, 1.6333, 12.2067, 1.3178, 0, 0.0061, 0.0044
Si, 4.1806, 15.1557, 1.1184, -0.0011, -0.0026, 0.0049
Si, 6.9519, 1.3536, 1.3032, -0.0034, -0.0002, 0.006
Si, 9.6815, 4.012, 1.4278, -0.0018, -0.0023, 0.0068
Si, 6.6078, 6.537, 1.6499, -0.0016, 0.0002, 0.0054
Si, 9.3713, 9.4713, 1.2924, 0.0008, 0.0011, 0.005
Si, 6.8338, 12.3802, 1.2389, -0.0065, -0.0147, -0.0312
Si, 9.6584, 15.1099, 1.4505, -0.003, -0.004, 0.0101
Si, 12.173, 1.3512, 1.671, -0.0012, -0.0011, 0.0053
Si, 14.9417, 4.1256, 1.7099, 0.0011, 0.0011, 0.0061
Si, 12.4723, 6.7257, 1.2453, 0.0006, -0.0012, 0.0085
Si, 15.1697, 9.4195, 1.1028, 0.0026, 0.0002, 0.0063
Si, 12.1522, 12.1901, 1.2245, 0, -0.0001, 0.0071
Si, 14.8777, 14.9405, 1.218, -0.0031, 0.0016, 0.0037
Si, 0.0115, 2.7355, 2.9089, 0.0018, 0.0035, 0.0021
Si, 2.682, 0.1206, 2.4669, 0.0046, -0.0042, 0.0005
Si, 0.0041, 8.215, 2.8021, -0.0012, 0.0022, -0.0006
Si, 2.8777, 5.5056, 2.8185, 0.001, 0.0007, 0.0005
Si, 0.0752, 13.619, 2.5177, 0.0016, -0.0008, -0.002
Si, 2.8764, 10.9028, 2.7967, -0.0029, -0.002, -0.0006
Si, 5.5606, 2.8616, 2.527, 0.0055, 0.0009, 0.0004
Si, 8.1724, 0.0008, 2.8014, 0.0006, 0.0009, -0.0005
Si, 5.497, 8.1039, 2.975, -0.004, -0.0005, 0.0013
Si, 8.2706, 5.3716, 2.7774, 0.0019, -0.0025, -0.0002
Si, 5.4568, 13.7333, 2.5939, -0.007, 0.0031, 0.0027
Si, 8.1133, 10.9242, 2.6725, -0.0002, -0.0061, 0.0031
Si, 10.8646, 2.7338, 2.9842, 0.0022, 0.0036, -0.0001
Si, 13.5871, -0.1346, 2.7788, 0.0051, -0.0033, -0.0012
Si, 10.955, 8.1491, 2.5208, -0.0015, -0.0004, -0.0023
Si, 13.574, 5.5204, 2.935, -0.0037, 0.0009, -0.0014
Si, 10.9541, 13.6096, 2.7193, 0.0028, 0.0016, -0.0007
Si, 13.6785, 10.8176, 2.4588, -0.0014, -0.0006, -0.0025
Si, 1.4726, 4.101, 4.1317, -0.001, 0.0031, -0.0015
Si, 4.0923, 1.4644, 3.8771, -0.0016, 0.0003, -0.0007
Si, 1.42, 9.5688, 4.1115, -0.0002, -0.0001, 0.0006
Si, 4.0803, 6.843, 4.2998, -0.0012, -0.0005, -0.001
Si, 1.3914, 15.0266, 3.9145, -0.0007, -0.0002, 0
Si, 4.1803, 12.3423, 4.0646, 0.002, 0.0006, -0.0009
Si, 6.8753, 4.0332, 4.1188, -0.0004, -0.0016, 0.0003
Si, 9.4848, 1.3396, 4.225, -0.0006, -0.0018, -0.0007
Si, 6.8491, 9.5836, 4.1416, 0.0045, 0.0001, 0.0001
Si, 9.6081, 6.8301, 4.0172, -0.0005, 0.0013, -0.0004
Si, 6.805, 14.9606, 4.0915, 0.0006, -0.0001, -0.0004
Si, 9.5139, 12.2684, 4.0261, -0.0013, 0.0007, -0.0009
Si, 12.2271, 4.1272, 4.2535, 0.0009, -0.0019, -0.0002
Si, 14.9419, 1.2989, 4.1146, -0.0028, 0.0011, 0.0001
Si, 12.2917, 9.523, 3.9212, 0.0019, 0.0004, 0.0009
Si, 14.9767, 6.8891, 4.1978, 0.0032, -0.0018, -0.0005
Si, 12.2562, 14.9053, 4.1667, -0.0015, 0.0003, 0.001
Si, 15.0109, 12.2427, 3.8851, 0.0003, 0.001, 0.0005
Si, 0.031, -0.033, 5.3983, 0.0009, -0.0008, 0.0006
Si, 2.7869, 2.7002, 5.4374, 0.0001, 0, 0.0002
Si, 0.048, 5.4697, 5.4545, -0.0008, 0.0009, 0.0015
Si, 2.7141, 8.2296, 5.5498, -0.0008, -0.001, -0.0001
Si, 0.0044, 10.9519, 5.3757, 0.0004, 0.0001, 0.0006
Si, 2.7335, 13.6725, 5.3543, 0.0001, 0, 0
Si, 5.4129, 0.0585, 5.3509, 0.0004, -0.0005, 0.0006
Si, 8.1357, 2.6902, 5.5642, -0.0008, 0.0002, 0.0006
Si, 5.4842, 5.3981, 5.4918, 0.0003, 0, -0.0002
Si, 8.2167, 8.1596, 5.4222, 0.0008, 0.0006, 0.0011
Si, 5.4855, 10.9454, 5.4666, -0.0007, -0.001, 0.0003
Si, 8.1728, 13.5941, 5.4488, 0.0006, 0.0004, 0.0004
Si, 10.8854, -0.0439, 5.5002, -0.0001, -0.0005, 0.001
Si, 13.607, 2.6897, 5.4775, -0.0008, 0.0006, 0.0005
Si, 10.8299, 5.489, 5.5204, 0.001, -0.0007, 0.0005
Si, 13.5598, 8.2365, 5.4627, 0.0014, 0.0003, 0.0005
Si, 10.9043, 10.8658, 5.339, 0.0004, 0.0002, 0.0013
Si, 13.6727, 13.5409, 5.4004, -0.0008, -0.0011, 0.0013
Si, 1.3755, 1.3469, 6.7663, -0.0003, 0, 0.0006
Si, 4.1072, 4.0511, 6.8418, 0.0009, 0.0002, 0.0021
Si, 1.3674, 6.822, 6.8413, 0.0005, -0.0005, 0.0015
Si, 4.1136, 9.5907, 6.8348, 0.0003, -0.0005, 0.0009
Si, 1.3814, 12.3085, 6.7507, 0.0002, 0.0003, 0.0011
Si, 4.0821, 15.0033, 6.7518, -0.0005, 0.0007, 0.0015
Si, 6.7545, 1.3221, 6.8534, -0.0019, -0.001, 0.0013
Si, 9.4861, 4.0908, 6.8847, 0.0009, 0.0004, 0.0008
Si, 6.836, 6.7919, 6.8145, 0.0006, 0.0005, 0.001
Si, 9.5562, 9.5187, 6.7795, 0.0006, -0.0005, 0.001
Si, 6.8447, 12.2423, 6.844, 0.0005, 0.0001, 0.0005
Si, 9.5181, 14.9416, 6.8397, 0.0001, -0.0001, 0.0011
Si, 12.2342, 1.3514, 6.8312, 0, 0.0011, 0.001
Si, 14.9787, 4.0746, 6.7826, -0.0003, -0.0015, 0.0016
Si, 12.1958, 6.8543, 6.823, 0.0006, 0.0011, 0.0006
Si, 14.9583, 9.6138, 6.7597, -0.0004, 0.0004, 0.0008
Si, 12.2564, 12.2153, 6.7406, 0.0006, -0.0005, 0.0016
Si, 14.9919, 14.9578, 6.7688, 0, 0, 0.0008
Si, -0.0064, 2.7108, 8.1398, -0.0008, 0.0024, 0.0014
Si, 2.7139, -0.0076, 8.1388, 0.0011, -0.0005, 0.0008
Si, -0.0252, 8.2155, 8.089, -0.0007, 0.0005, 0.0009
Si, 2.7131, 5.4243, 8.1809, -0.0014, 0.0005, 0.0019
Si, 0.0187, 13.645, 8.1401, 0.0007, 0.0003, 0.0011
Si, 2.7454, 10.9483, 8.158, -0.0008, 0.0004, 0.0005
Si, 5.424, 2.6966, 8.2234, 0.0002, 0.0001, 0.0009
Si, 8.1471, -0.0423, 8.2043, 0.0011, 0.0008, 0.0011
Si, 5.4373, 8.1495, 8.1635, 0, -0.0007, 0.0009
Si, 8.1217, 5.4314, 8.2515, 0.0004, -0.0004, 0.0003
Si, 5.4549, 13.6146, 8.1434, -0.0007, 0.0012, 0.0016
Si, 8.1853, 10.8422, 8.1868, 0.0004, 0.0001, 0.0016
Si, 10.8649, 2.6904, 8.1996, -0.0009, 0.0001, 0.0009
Si, 13.6178, 0.0042, 8.1555, 0.001, -0.0007, 0.0018
Si, 10.8439, 8.1746, 8.2156, 0.0001, -0.0002, 0.0013
Si, 13.5392, 5.4255, 8.0984, 0.0011, -0.0006, 0.001
Si, 10.9096, 13.5691, 8.1478, 0.0001, 0.0008, 0.0009
Si, 13.5927, 10.919, 8.1631, -0.0001, -0.0005, 0.0023
Si, 1.2988, 4.0879, 9.5188, 0.0008, -0.0035, -0.0002
Si, 4.0515, 1.3257, 9.5258, -0.002, 0.0008, 0.0009
Si, 1.366, 9.5384, 9.4487, 0.0019, 0.0005, 0.0006
Si, 4.0662, 6.7803, 9.5488, 0.0005, -0.0006, -0.0004
Si, 1.3344, 15.0215, 9.5255, -0.0005, -0.0002, 0.001
Si, 4.1118, 12.2793, 9.5616, 0.0003, -0.0003, 0.0014
Si, 6.7589, 4.0483, 9.6164, 0.0014, 0.0015, 0.0008
Si, 9.5171, 1.3177, 9.5752, 0.0011, -0.0022, 0.0002
Si, 6.7866, 9.4732, 9.5496, -0.0003, -0.0002, 0
Si, 9.4782, 6.7943, 9.5976, 0.0003, 0.0009, 0.0003
Si, 6.8182, 14.9016, 9.5585, 0.0017, 0.0003, 0.0014
Si, 9.5584, 12.2075, 9.5281, -0.0008, 0.0007, 0
Si, 12.1943, 4.0821, 9.5402, 0.0003, -0.0001, 0.0007
Si, 14.9458, 1.3961, 9.5455, 0.0001, -0.0002, -0.0004
Si, 12.2285, 9.5452, 9.5192, -0.001, -0.0005, -0.0003
Si, 14.8956, 6.8421, 9.3466, 0.003, 0.0004, 0.0001
Si, 12.2533, 14.9714, 9.5026, -0.0005, -0.0005, 0.0002
Si, 14.9672, 12.3127, 9.4856, -0.0007, -0.0002, 0.0009
Si, -0.0301, 0.0524, 10.927, 0.0043, -0.0006, 0.0009
Si, 2.6425, 2.6716, 10.841, -0.0011, 0.0037, 0.0003
Si, -0.1731, 5.5107, 10.739, 0.001, 0.0006, 0.0027
Si, 2.6384, 8.1289, 10.8658, -0.0028, 0.0029, -0.0021
Si, 0.0106, 10.9133, 10.7559, 0.0008, -0.002, 0
Si, 2.7143, 13.6758, 10.8579, -0.0001, 0.0005, -0.001
Si, 5.4408, -0.0451, 10.8511, -0.0034, 0.0007, 0.0011
Si, 8.1537, 2.672, 10.9413, 0.0019, -0.0015, -0.0003
Si, 5.3625, 5.4007, 10.9785, -0.0013, -0.0018, -0.0025
Si, 8.0827, 8.108, 10.9697, 0.0009, 0.0012, -0.0003
Si, 5.4378, 10.8191, 10.9367, 0.0013, -0.0014, 0.0008
Si, 8.1879, 13.5121, 10.9278, 0.0013, 0, 0.0011
Si, 10.8816, -0.0805, 10.936, 0.0002, 0.0014, 0.0002
Si, 13.5695, 2.7736, 10.9262, 0.0004, 0.0021, -0.0009
Si, 10.8031, 5.3881, 10.9457, 0.0003, -0.0006, -0.0001
Si, 13.5941, 8.1278, 10.7711, 0.0014, -0.0022, 0
Si, 10.9118, 10.8915, 10.92, -0.0013, 0.0022, 0.0004
Si, 13.6639, 13.7134, 10.8809, -0.0029, 0.0012, -0.0002
Si, 1.2534, 1.4691, 12.3086, -0.008, -0.0007, -0.0005
Si, 3.9125, 4.0059, 12.2496, -0.0002, 0.0056, 0.0045
Si, 1.1342, 6.7978, 12.1529, 0.0092, 0.0025, -0.0016
Si, 3.9779, 9.4618, 12.263, -0.0019, -0.006, -0.0001
Si, 1.3446, 12.2702, 12.1286, -0.0007, -0.0015, -0.0005
Si, 4.0297, 15.0602, 12.2414, -0.0017, -0.0019, 0.0009
Si, 6.8221, 1.229, 12.2358, 0.006, 0.0007, -0.0001
Si, 9.4178, 4.0397, 12.3837, -0.0031, 0, 0.0037
Si, 6.7206, 6.7295, 12.3994, -0.002, -0.0013, 0.0047
Si, 9.4927, 9.5021, 12.2285, 0.0047, -0.0057, 0.002
Si, 6.8626, 12.1225, 12.318, -0.002, -0.0003, -0.0028
Si, 9.5624, 14.8245, 12.3405, 0.0005, -0.0011, -0.001
Si, 12.237, 1.3466, 12.2518, -0.0016, -0.0024, -0.0005
Si, 14.8719, 4.2676, 12.2707, -0.0023, -0.0104, 0.0031
Si, 12.2844, 6.7429, 12.1479, -0.0022, 0.0061, -0.0004
Si, 14.9795, 9.5213, 12.0364, -0.0006, 0.0023, 0.0006
Si, 12.333, 12.329, 12.187, 0.002, -0.0011, 0.0001
Si, 14.9802, 15.0672, 12.3581, -0.001, -0.0001, -0.0009
Si, 0.1694, 3.2006, 13.5866, -0.0056, -0.0017, 0.0084
Si, 2.6381, 0.1139, 13.6533, 0.004, 0.0004, 0.0013
Si, -0.1566, 8.2344, 13.5634, -0.0032, -0.0015, 0.0053
Si, 2.0639, 5.0663, 13.4037, -0.0038, 0.0049, 0.0041
Si, 0.0568, 13.606, 13.5795, -0.0011, 0.002, 0.0104
Si, 2.575, 10.8529, 13.5482, 0.0021, -0.0013, 0.0076
Si, 5.3207, 2.4981, 13.4762, -0.0063, 0.0055, 0.0176
Si, 8.1076, -0.1775, 13.6601, -0.0013, 0.0023, 0.008
Si, 5.1108, 7.9272, 13.6527, -0.0051, -0.0146, -0.0321
Si, 7.85, 5.167, 13.8294, -0.0166, -0.0092, -0.0427
Si, 5.3256, 13.5055, 13.4443, 0.0025, 0.0027, 0.0056
Si, 8.3447, 10.8483, 13.7604, 0.0048, -0.0002, 0.0028
Si, 10.8183, 2.6267, 13.6501, -0.0001, 0.0038, 0.003
Si, 13.7727, 0.2891, 13.7372, -0.0036, 0.0017, 0.0077
Si, 12.4426, 9.6361, 14.5836, 0.0051, -0.0001, -0.0543
Si, 13.4797, 5.5461, 13.8107, 0.0015, 0.0035, 0.0059
Si, 11.1112, 13.5882, 13.7288, -0.0011, -0.003, 0.0088
Si, 13.8136, 11.0023, 13.383, -0.0011, -0.0012, 0.0052
Si, 4.2084, 4.4743, 15.8526, 0.038, -0.0333, -0.1162
Si, 3.8344, 1.606, 15.0472, -0.0102, 0.023, -0.1003
Si, 0.7928, 9.9832, 14.81, -0.0199, 0.0257, -0.106
Si, 3.5383, 6.3837, 14.7152, 0.029, -0.0343, -0.0858
Si, 1.6672, 14.7175, 14.862, 0.0172, -0.0207, -0.1221
Si, 3.7847, 12.3857, 14.807, -0.0201, 0.0215, -0.1181
Si, 6.3105, 3.8647, 15.0336, -0.0151, 0.0227, 0.0037
Si, 9.6952, 0.9635, 14.9665, 0.0127, 0.003, -0.1103
Si, 7.2973, 9.3976, 15.3, -0.0038, -0.0196, -0.1561
Si, 9.3875, 6.9972, 15.6667, -0.036, 0, -0.2221
Si, 6.7258, 14.6175, 14.8676, 0.0025, 0.0104, -0.1127
Si, 10.2234, 11.7861, 15.0412, 0.0142, -0.0192, -0.1135
Si, 12.4951, 3.6457, 14.9394, 0.039, -0.0027, -0.1083
Si, 14.5819, 2.3367, 14.9638, -0.018, -0.0002, -0.1229
Si, 11.0676, 8.2405, 13.378, 0.0149, 0.0177, -0.0324
Si, 14.5245, 7.3683, 15.033, -0.0325, 0.01, -0.1203
Si, 12.2255, 15.3356, 14.9822, -0.0247, 0.0144, -0.1486
Si, 15.5169, 11.7919, 14.7517, 0.0268, -0.0233, -0.0991
Si, 13.9368, 15.8703, 20.3373, 0.0442, 0.0066, -0.2564
Si, -17.0369, 12.4594, 17.7413, 0.0228, -0.0162, -0.268
Si, -18.6093, -4.7129, 22.0916, -0.0212, -0.0043, -0.2461
Si, 1.3485, 10.1654, 17.8616, 0.0016, 0.007, -0.2617
Si, -8.7588, 25.7263, 20.6907, -0.0093, 0.0231, -0.2468
Si, 18.5651, -15.0264, 21.5555, -0.0294, -0.0149, -0.2537
Si, 0.7917, 15.193, 17.7923, 0.01, -0.0255, -0.2438
Si, 3.5851, 30.6888, 19.0002, 0.0181, 0.0346, -0.2876
Si, 27.6969, -8.1209, 20.7849, -0.0188, -0.041, -0.2386
Si, 16.5734, -8.3646, 19.9381, 0.0317, -0.0249, -0.2863
Si, 9.5532, 13.7088, 21.1971, 0.0402, 0.0033, -0.2852
Si, -0.3486, 6.1395, 17.6161, -0.0172, -0.0082, -0.2481
Si, 5.1607, 21.5468, 21.5224, -0.0006, 0.0369, -0.2498
Si, 11.8227, -0.8242, 22.6025, 0.0216, -0.0151, -0.2742
Si, -24.756, 6.21, 20.4876, 0.0226, 0.006, -0.2396
Si, 8.1155, 17.9701, 22.0862, 0.0381, 0.0287, -0.2877
Si, -22.4957, 6.2395, 18.6067, 0.0325, -0.0539, -0.2827
Si, 9.5627, -1.0147, 18.572, -0.0158, 0.0411, -0.2679
Si, -8.6266, 1.9436, 17.1626, -0.0343, 0.0216, -0.2699
Si, -9.3398, 10.904, 18.1117, -0.0241, 0.0384, -0.2767
Si, 8.4064, -3.1189, 16.8647, 0.0244, -0.0369, -0.2267
Si, 16.2728, 17.5259, 19.5481, -0.0609, 0.0294, -0.2568
Si, -22.5772, -5.6885, 21.7308, -0.0431, -0.0153, -0.2306
Si, -11.2409, 18.381, 21.9985, -0.0113, 0.0312, -0.2155
Si, 14.1486, -7.7782, 21.842, 0.0412, 0.0329, -0.2719
Si, 0.4569, -3.9588, 22.0529, 0.001, 0.0152, -0.2292
Si, -13.0453, 29.0638, 21.5271, 0.0371, 0.0212, -0.283
Si, 0.8902, 31.6347, 22.9669, 0.0275, -0.012, -0.2163
Si, -1.5853, 3.2242, 17.9355, -0.0281, -0.0012, -0.2529
Si, 2.8106, 22.7322, 17.4399, 0.0197, -0.0734, -0.26
Si, 20.9137, 26.2697, 21.6127, 0.0033, -0.0293, -0.2616
Si, 13.5751, 29.3706, 19.7636, 0.0116, 0.0247, -0.2774
Si, 20.4425, -21.1684, 17.7101, 0.0061, -0.0106, -0.2283
Si, -6.6061, 6.5222, 22.8158, -0.0133, 0.0241, -0.2575
Si, 3.1269, -8.981, 20.3401, -0.0603, 0.0025, -0.2774
Si, -8.585, 15.0365, 23.0446, 0.03, 0.0099, -0.1869
Si, 37.9936, 16.2383, 17.2003, 0.0105, 0.0322, -0.233
Si, 11.7424, 3.5651, 18.1015, 0.0534, 0.0016, -0.2433
Si, 9.3701, -14.3889, 19.3787, 0.0157, 0.0054, -0.3104
Si, 12.4742, 15.0697, 17.9745, -0.0121, 0.0095, -0.2717
O, 2.7718, -2.7496, -9.4367, 0.0011, 0.0031, 0.0599
O, 10.9379, 16.2933, -9.4498, 0.0054, -0.0097, 0.0582
O, -9.7563, 0.8619, -7.1616, 0.0096, -0.0016, 0.0835
O, 3.756, 5.0561, -7.4127, -0.0418, 0.0505, 0.1371
O, -11.3712, 17.8428, -1.1946, 0.0214, -0.0682, 0.154
O, -6.7314, -2.1834, -5.093, 0.003, -0.0713, 0.2153
O, 3.246, 7.2933, -6.0415, 0.0222, 0.0515, 0.2132
O, 4.6641, 15.4705, -6.2814, -0.0526, -0.0579, 0.1359
O, -6.4436, -4.1847, -3.5324, 0.0058, -0.0191, 0.0838
O, -7.1818, 2.1897, -3.7935, -0.0672, -0.0195, 0.2159
O, -2.2528, 12.4523, -1.2707, -0.0228, 0.0664, 0.1689
O, 10.8066, 7.4062, -5.2394, 0.0383, 0.0846, 0.1636
O, 4.2392, 0.8187, -8.3272, 0.041, -0.0494, 0.1275
O, 18.2532, 2.7421, 0.373, -0.019, -0.0393, 0.0907
O, 6.4657, 5.5029, -4.1418, -0.0394, -0.0161, 0.0947
O, 1.0577, -6.767, -8.3669, 0.0286, -0.0002, 0.1978
O, 8.298, 8.1697, -9.1412, 0.0152, -0.0195, 0.0611
O, 15.2036, 16.8426, -4.1807, -0.021, -0.0259, 0.1028
O, 0.2926, 13.9665, -2.4484, 0.0085, 0.0331, 0.088
O, -8.7957, 12.423, -6.7865, -0.0251, -0.0331, 0.1038
O, 22.9207, 1.6455, -3.246, -0.007, -0.0065, 0.0918
O, -15.713, 11.5925, -6.7547, 0.001, 0.006, 0.088
O, 5.3277, 5.7268, -1.6965, -0.0315, 0.0066, 0.1754
O, 11.3521, 10.6188, -9.3581, -0.0126, 0.0115, 0.0531
O, 11.148, 0.3841, -1.3234, -0.0467, 0.0476, 0.145
O, 10.9991, -0.668, -6.774, -0.02, -0.0141, 0.0989
O, 11.829, 3.6304, -8.2835, -0.0434, 0.0001, 0.2103
O, 1.6771, 9.2783, -0.4347, 0.0014, -0.014, 0.06
O, 0.1131, 16.5558, -6.472, -0.0164, 0.0506, 0.1246
O, 3.0216, 23.5742, -8.6952, -0.0249, 0.013, 0.1365
O, 20.5188, 11.4433, -3.5902, -0.0056, -0.0053, 0.1019
O, 3.2966, 19.4229, -9.1733, -0.0065, 0.012, 0.0477
O, 10.9812, 9.7831, -4.0631, -0.0093, 0.0268, 0.0879
O, 8.7034, 7.2293, -0.9095, -0.056, 0.0468, 0.1327
O, 15.4682, 11.8395, -3.4363, 0.0166, -0.0005, 0.1046
O, 3.3138, 13.1613, 23.1072, -0.0185, 0.0436, 0.2132
O, 7.1607, -6.1485, 16.689, -0.0158, 0.0473, 0.1854
O, -5.5227, 2.411, 18.7797, -0.0509, -0.033, 0.1056
O, -8.0348, 2.6224, 23.3587, 0.0279, 0.0157, 0.1767
O, -1.5397, 2.282, 16.5992, 0.0155, 0.0272, 0.2021
O, -6.8921, 12.4497, 24.2926, -0.0092, 0.0083, 0.0582
O, 3.9011, 6.0377, 20.8908, 0.0586, -0.0576, 0.1217
O, 1.3772, 17.7942, 20.2029, 0.0902, 0.0022, 0.1549
O, -3.3609, 12.1763, 21.001, 0.0104, -0.0516, 0.149
O, -2.9262, 24.8771, 15.4146, 0.0098, -0.0114, 0.0534
O, 0.7953, 9.1553, 18.9798, -0.0345, -0.0645, 0.1486
O, -7.6415, 22.1395, 19.1247, -0.0641, 0.0112, 0.1428
O, -2.1674, -8.7508, 23.1207, 0.0168, -0.0625, 0.2104
O, 1.7798, 12.2385, 21.1435, -0.0307, 0.0016, 0.1064
O, 7.1516, 3.0446, 16.1564, 0.0447, -0.076, 0.0744
O, -7.6733, 14.7263, 17.3664, 0.038, 0.0411, 0.1322
O, 3.7325, -2.3428, 20.5798, -0.017, -0.064, 0.1954
O, 24.1356, 10.1303, 19.2608, 0.0323, -0.0697, 0.1892
O, -6.5905, 12.3569, 16.5066, -0.0441, 0.0427, 0.1286
O, -0.7691, 8.5254, 21.0578, -0.0965, 0.0259, 0.1549
O, -0.6101, 35.278, 19.0435, 0.0547, -0.0626, 0.1291
O, -3.0693, 19.6353, 18.5746, -0.007, 0.0003, 0.0904
O, 8.4513, 32.7888, 22.5908, -0.0108, -0.056, 0.1057
O, 10.0216, 6.8159, 17.1143, 0.029, -0.0258, 0.1994
O, -7.7127, 9.9484, 21.7845, 0.0479, 0.0184, 0.1035
O, -2.9152, -16.5625, 18.8001, 0.0378, 0.0081, 0.149
O, 19.2587, -5.8832, 18.0252, -0.0001, -0.0033, 0.0801
O, 2.0945, 14.9024, 18.6959, 0.0366, -0.0129, 0.104
O, 15.7537, 6.9026, 19.0221, 0.0105, 0.0713, 0.1677
O, 24.3913, -2.2909, 21.7752, -0.0517, 0.0365, 0.1628
O, 12.7495, -0.2147, 21.4128, -0.0872, -0.0167, 0.171
O, 15.0173, 12.1417, 16.2767, -0.0024, 0.0389, 0.197
O, 17.5841, 22.2848, 17.4582, -0.0199, 0.0125, 0.0841
O, 10.6755, 14.5424, 22.0036, 0.0321, 0.0355, 0.117
O, -3.8863, -2.6745, 18.7751, 0.0268, -0.0458, 0.1242
O, 5.8675, -17.515, 16.1398, -0.0361, 0.0306, 0.1266
O, 1.5299, 7.2803, 20.6545, 0.0227, -0.0083, 0.1004
O, -0.3001, 14.0105, 17.8862, -0.0085, 0.0045, 0.0864
O, 6.0959, 9.6924, 21.1843, -0.0419, 0.0065, 0.1019
O, 6.0222, 11.5416, 24.7943, 0.02, 0.0294, 0.065
O, 3.6949, -7.5813, 20.9375, 0.0398, 0.0552, 0.1063
O, -9.6273, 9.0178, 24.2281, 0.0183, -0.0177, 0.0752
O, 1.6123, 14.8154, 24.3247, 0.0374, -0.0279, 0.1058
O, 10.676, 7.6352, 22.1284, -0.0366, -0.0431, 0.1369
O, 1.7222, 2.4848, 22.5505, -0.0168, 0.0778, 0.1381
O, 16.0309, 16.3244, 23.3027, -0.038, 0.0373, 0.1333
O, 14.4924, 12.1101, 18.8172, -0.0679, 0.015, 0.1553
O, 3.4238, 23.4601, 24.0613, -0.0243, 0.0254, 0.0861
O, 14.5168, 1.7159, 24.4117, -0.0128, 0.0187, 0.0577
O, 8.6923, 5.636, 15.1675, 0.0381, 0.0324, 0.0816
O, 6.2081, 15.4857, 23.4026, -0.0226, 0.0168, 0.0884
O, 4.9306, 19.9542, 21.6506, -0.0018, -0.0247, 0.0725
O, -3.8102, 3.7888, 24.393, 0.012, -0.0089, 0.0493
O, -3.3598, -8.258, 20.8418, 0.0296, 0.0147, 0.0991
O, -5.7706, 7.2967, 14.6255, -0.0347, -0.0219, 0.0841
O, 0.5381, 11.423, 23.3534, 0.0103, -0.0692, 0.175
O, 4.3998, 11.6217, 16.1117, 0.0135, -0.0303, 0.176
O, -7.2916, 16.6931, 19.1962, 0.0081, 0.0191, 0.1051
O, 3.8221, 1.3828, 21.228, 0.0247, 0.0117, 0.0922
O, 12.8983, 14.8887, 16.4156, 0.0131, -0.0156, 0.2105
O, 3.7718, 12.983, 18.1915, -0.0125, 0.0498, 0.1119
O, 2.9848, 4.5662, 23.5057, 0.0042, 0.0165, 0.0807
O, 21.7524, 10.9338, 18.4576, 0.0145, -0.0125, 0.0953
O, 10.6903, 21.7688, 23.4919, 0.0537, -0.0504, 0.1323
O, 4.4949, 9.9583, 23.2253, 0.0285, 0.0033, 0.2006
O, 8.9991, 1.2938, 16.4083, -0.0397, 0.0176, 0.1495
O, 8.2287, 2.6858, 18.4961, 0.0484, 0.0027, 0.1537
O, 15.3135, -9.3455, 16.4061, 0.0613, -0.0399, 0.1632
O, 1.1485, -0.9281, 16.2341, -0.0351, 0.0184, 0.1902
O, 0.4053, 4.5504, 23.8208, -0.0406, 0.0422, 0.081
O, -3.635, 14.6478, 23.6424, 0.0443, -0.0502, 0.1319
O, -10.4826, -7.5513, 14.8662, 0.03, 0.0287, 0.0633
O, 14.3708, -2.0249, 20.4087, 0.0013, 0.0058, 0.1008
O, 13.848, 10.054, 22.3802, -0.0019, 0.004, 0.0843
O, -1.078, -11.6252, 17.5593, 0.0012, -0.0121, 0.0836
O, 18.2984, 16.1285, 22.0937, -0.0292, -0.0396, 0.1075
O, 10.8105, 10.6028, 23.1848, 0.0129, 0.0198, 0.1918
O, 8.8453, 5.7448, 21.7111, 0.0529, 0.007, 0.1519
O, 7.7497, 7.8119, 20.4938, -0.0014, -0.0016, 0.0809
O, 7.6494, 13.3865, 15.4402, 0.0324, -0.0199, 0.1111
O, -5.1559, 4.9829, 18.6128, -0.0358, 0.0502, 0.0901

Results
free energy: -229901.718 eV
free energy less fixed offsets of O -570.45, Si -639.56 eV per atom: -2.158 eV

The program warned: the cutoff lies below the one the program advises for these potential files; the forces do not sum to zero within the program's tolerance; empty levels may hold ghost states of the PAW files; the exchange-correlation potential is rough where the density is thin.
